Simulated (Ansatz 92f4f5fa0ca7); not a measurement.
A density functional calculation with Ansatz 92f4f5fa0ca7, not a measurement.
Periodic cell of 184 atoms, Si120O64, from a study of silicon, its oxide and their interface. The atomic structure is a simulated model.
This geometry differs little from another in the collection (a relaxation step or a small displacement).

Settings
functional: r2SCAN
potential files: Ansatz PAW
basis: plane waves
wave-function cutoff: 800 eV
density cutoff ratio: 5
exchange-correlation grid ratio: 1
k mesh: 1 x 1 x 1, shifted by 0.5 0.5 0 of a step
self-consistency stop: 1e-10 eV per atom in the density residual
occupations: fixed
spin: none
net charge: 0

Cell vectors (angstrom)
a	10.888	0	0
b	0	10.888	0
c	0	0	27.488

Atoms and the computed forces on them: element, x, y, z (angstrom), force x, y, z (eV/angstrom)
Si	0.2644	-0.3962	0.2211	0.0315	-0.035	0.1614
Si	2.5967	2.8295	-0.1569	-0.0421	0.0157	0.2004
Si	0.338	5.0861	-0.1	0.054	-0.0175	0.1731
Si	2.6226	8.4126	0.0235	-0.0164	-0.0237	0.1837
Si	5.8297	-0.3167	0.0044	0.0453	-0.0273	0.1615
Si	7.9153	3.0434	-0.0931	-0.0017	-0.0109	0.1731
Si	5.6833	5.2167	0.4216	0.0065	-0.0466	0.1163
Si	7.9035	8.2184	0.1562	0.0166	0.0575	0.1256
Si	1.4465	1.3143	1.3014	-0.0195	-0.0342	-0.0064
Si	4.0537	3.9193	1.3971	-0.0059	0.0341	-0.0093
Si	1.4676	6.7086	1.226	0.016	0.0001	-0.0067
Si	4.187	9.5261	1.3612	-0.0255	-0.0028	0.0316
Si	6.9436	1.3137	1.2575	-0.0062	-0.0016	-0.0054
Si	9.6001	4.0401	1.2672	0.0037	0.0141	0.0084
Si	6.8607	6.7715	1.6465	-0.0397	-0.0298	0.0437
Si	9.5432	9.3495	1.434	0.0338	0.0381	0.0232
Si	0.0325	2.656	2.6617	0.0031	0.0034	0.0286
Si	2.817	0.0047	2.7102	-0.0092	-0.0105	0.0368
Si	0.0749	8.0013	2.7017	-0.0141	0.0308	0.0377
Si	2.7572	5.3889	2.7029	0.0211	-0.0134	0.0401
Si	5.498	2.5866	2.6845	0.0035	0.0223	0.0321
Si	8.2494	-0.0277	2.7083	-0.0054	-0.0208	0.0548
Si	5.4289	8.1592	2.8326	0.0257	-0.0351	0.0477
Si	8.3275	5.3865	2.7849	-0.0472	0.0053	0.0457
Si	1.3613	4.0545	4.0518	0.0081	-0.0073	-0.0192
Si	4.1416	1.3234	4.122	-0.0184	0.0227	-0.0037
Si	1.4019	9.4831	4.0092	0.0153	0.0065	-0.0143
Si	4.0702	6.7584	4.1154	-0.0025	0.019	0.0039
Si	6.842	4.0223	4.0313	0.0176	0.0139	-0.0224
Si	9.5771	1.329	4.0773	0.009	-0.0216	-0.009
Si	6.8371	9.5477	4.1014	0.0029	-0.0098	-0.0219
Si	9.6219	6.7511	4.1591	-0.0019	-0.013	0.0076
Si	0.0423	-0.0444	5.415	0.0023	0.0082	0.0115
Si	2.7451	2.717	5.4286	0.0219	-0.0115	0.0122
Si	0.051	5.3902	5.496	-0.0169	0.0136	0.0062
Si	2.7149	8.1472	5.4377	0.0076	-0.018	-0.0061
Si	5.4759	-0.0163	5.4895	-0.009	-0.0172	0.0023
Si	8.1799	2.6848	5.4222	0.0131	-0.0033	-0.004
Si	5.4775	5.4011	5.4196	0.0118	0.0174	0.0142
Si	8.2049	8.1589	5.4419	0.004	-0.0096	0.011
Si	1.3692	1.3515	6.7865	-0.0048	-0.0112	0.0122
Si	4.0909	4.0869	6.8114	-0.0044	0.0094	0.0101
Si	1.3713	6.8093	6.8254	-0.0058	-0.0043	0.0158
Si	4.0708	9.5149	6.7941	0.0054	-0.0057	0.017
Si	6.8175	1.3703	6.8228	-0.0048	0.0038	0.0107
Si	9.5095	4.0598	6.7949	0.0011	0.0043	0.0138
Si	6.8112	6.7973	6.7859	-0.0111	-0.012	0.0171
Si	9.5449	9.5318	6.8168	0.008	0.0021	0.0064
Si	-0.0247	2.7149	8.1449	-0.0049	0.0063	-0.0108
Si	2.7182	-0.0045	8.1604	0.002	-0.0015	-0.009
Si	0.006	8.1672	8.1862	0.0001	-0.0144	-0.0147
Si	2.7268	5.4671	8.1807	0.0049	0.0057	-0.0195
Si	5.4484	2.7309	8.1817	0.0061	0.0066	-0.0154
Si	8.1693	0.02	8.1782	0	-0.0115	-0.0183
Si	5.4243	8.165	8.1412	-0.0002	0.0098	-0.0024
Si	8.161	5.4354	8.1574	0.0106	-0.0068	-0.0032
Si	1.2992	4.1194	9.4923	0.0107	-0.0007	-0.0216
Si	4.0585	1.3744	9.518	-0.0153	0.0112	-0.024
Si	1.3484	9.5537	9.5507	-0.0127	0.0065	-0.0116
Si	4.0589	6.8561	9.5432	-0.0012	-0.017	-0.0116
Si	6.7929	4.1091	9.5511	-0.0106	0.0141	-0.0153
Si	9.4988	1.4066	9.549	0.0005	-0.0048	-0.0192
Si	6.7583	9.5528	9.494	0.006	-0.0097	-0.0101
Si	9.511	6.8035	9.5187	-0.0099	0.0148	-0.0296
Si	-0.0303	0.0481	10.882	-0.0278	-0.0166	0.0158
Si	2.6489	2.755	10.8096	0.0101	0.0303	0.0192
Si	-0.044	5.4573	10.9232	-0.0023	0.0023	0.0176
Si	2.6984	8.2103	10.9457	-0.0051	-0.0015	0.0145
Si	5.406	0.0195	10.8932	0.009	0.0052	0.0329
Si	8.1479	2.7706	10.953	-0.0052	-0.0003	0.0084
Si	5.4208	5.5002	10.8737	-0.0134	-0.026	0.0167
Si	8.1198	8.1823	10.8096	0.0292	-0.0052	0.0262
Si	1.304	1.4542	12.2264	0.0088	-0.0328	-0.0366
Si	3.967	4.1525	12.1322	0.0231	0.0018	-0.0565
Si	1.2904	6.8507	12.2839	0.0043	0.0079	-0.0105
Si	4.0509	9.5968	12.3191	-0.0149	-0.0211	-0.0287
Si	6.7375	1.3973	12.2653	0.0111	0.0287	-0.0143
Si	9.4865	4.1462	12.3641	-0.013	-0.013	-0.0287
Si	6.7956	6.8662	12.2206	-0.046	0.0216	-0.0301
Si	9.4284	9.5688	12.1548	0.0192	0.0117	-0.0595
Si	-0.0237	2.7621	13.7049	-0.046	0.0249	0.0017
Si	2.6615	0.1312	13.6157	-0.025	-0.0155	0.0083
Si	-0.1299	8.2517	13.5511	0.0018	0.0348	-0.0123
Si	2.6736	5.4798	13.6031	0.0313	-0.0005	-0.0172
Si	5.2833	2.7964	13.484	0.005	0.0248	-0.0147
Si	8.0927	-0.0033	13.5886	0.0296	0.0024	-0.0146
Si	5.472	8.2315	13.622	-0.0173	-0.04	0.0133
Si	8.0922	5.5498	13.6895	0.0264	-0.045	0.0112
Si	1.5837	3.9336	15.0066	-0.0222	-0.0069	-0.173
Si	3.7919	1.7293	14.9517	-0.0335	-0.0345	-0.1734
Si	1.0199	9.8499	14.802	0.0188	0.0226	-0.176
Si	4.3064	6.6228	14.844	0.0019	0.0194	-0.1872
Si	6.3872	4.346	14.8	0.027	0.049	-0.1664
Si	9.6738	1.0941	14.8969	0.0323	0.0244	-0.1775
Si	6.9823	9.3916	15.048	-0.0228	-0.0255	-0.1942
Si	9.2188	7.2011	14.988	-0.0247	-0.0279	-0.1682
Si	-25.1396	-15.5019	21.0375	-0.0319	0.0165	-0.0032
Si	4.155	-15.0693	25.5792	-0.0031	0.0056	0.1175
Si	-18.861	8.5271	16.925	0.0455	0.0437	-0.1704
Si	35.2093	-5.6388	23.6551	0.0317	-0.0199	0.0762
Si	5.5023	19.3108	20.6423	-0.0098	-0.0276	0.0152
Si	-13.0961	10.893	22.6852	0.034	-0.0064	-0.0075
Si	6.3221	1.8061	22.847	0.0077	0.0054	0.07
Si	-21.9003	11.3187	24.9015	0.0044	0.0081	0.0814
Si	-2.4983	14.5216	24.44	0.0361	-0.014	0.1573
Si	-22.2792	16.0214	16.8381	0.0249	0.0224	-0.0872
Si	20.0736	-4.5204	25.3456	-0.0018	-0.0176	0.1549
Si	5.1263	-4.4531	22.807	0.0201	0.0067	0.0548
Si	-23.1256	-2.9575	22.6686	-0.0106	-0.0083	0.0417
Si	24.0112	-0.7048	23.5677	-0.0213	0.0503	0.0206
Si	-8.7161	22.0479	20.6332	0.0249	-0.0082	0.0263
Si	10.5284	-30.8997	20.9468	0.0037	0.0344	0.0063
Si	-34.4919	14.9777	19.3041	0.0134	-0.0003	-0.0812
Si	-17.512	33.7846	25.1373	0.0219	0.0379	0.1703
Si	-5.7742	21.7132	17.1805	-0.0159	-0.0049	-0.1649
Si	-5.6898	0.618	20.2178	-0.0353	-0.017	-0.0786
Si	-9.3197	18.5172	22.2799	-0.0021	0.0094	0.0003
Si	13.6064	-13.5662	19.6833	0.0671	0.0361	-0.0602
Si	19.1784	-7.8499	16.6864	0.0063	-0.0049	-0.0974
Si	0.4695	13.8464	23.6829	-0.0265	-0.0258	0.0409
O	8.113	-13.4825	-11.9571	0.0118	0.0002	0.0657
O	-5.9281	7.847	-5.4418	-0.0307	0.0222	-0.0212
O	-10.7783	8.2732	-5.4081	0.0098	0.0258	-0.0059
O	17.7594	9.3654	-0.4168	-0.0181	-0.0092	-0.0721
O	-9.4636	17.1705	-4.3503	-0.038	0.0004	-0.0278
O	6.8641	14.3073	-11.4268	0.0391	-0.0526	0.0805
O	-5.5682	11.2826	-1.367	-0.0552	0.0482	-0.1359
O	-4.4461	38.4082	-5.3422	0.018	-0.0189	0.0006
O	19.7333	-9.2925	-11.2607	-0.0363	0.0253	0.0913
O	-15.0449	15.0508	-0.2597	-0.0004	0.0062	-0.0633
O	-2.5624	2.754	-1.6635	0.0062	-0.0046	-0.1426
O	9.4574	11.4178	-3.4975	-0.0366	0.0163	-0.023
O	-5.8212	12.7052	-3.593	0.0201	0.0193	-0.0614
O	5.665	10.0317	-6.7243	0.0229	0.0163	0.0357
O	-14.6186	0.4321	-4.5323	-0.0197	-0.0254	0.0004
O	-1.5252	11.5897	-6.1134	-0.0131	-0.0037	-0.0024
O	-0.0863	21.7938	15.4029	-0.0116	-0.0018	0.0661
O	-7.4913	-8.6911	26.0268	0.0405	-0.033	-0.1145
O	3.8694	-5.4961	22.6989	-0.0088	0.0004	-0.0394
O	-10.0706	-0.7461	24.3395	-0.0079	-0.0426	-0.0184
O	-19.6443	11.0929	22.2445	0.001	0.0244	0.0057
O	-0.8773	6.6137	16.3038	0.0341	-0.0436	0.0992
O	3.7106	7.3697	16.1524	-0.0291	0.0047	0.1068
O	-14.9528	18.4282	20.2586	0.0129	0.0063	-0.0134
O	13.0358	-1.2157	20.0344	-0.0196	0.0107	0.0116
O	5.3442	5.4705	15.3828	0.0064	-0.0089	0.0769
O	14.4848	11.8033	20.2208	0.0059	0.0214	0.007
O	-9.9121	26.4589	16.346	-0.0408	0.0305	0.1042
O	8.1639	5.2131	24.802	-0.0319	-0.0077	-0.0445
O	-8.6684	29.6085	18.2091	-0.0272	-0.0253	0.0826
O	0.4055	13.1979	22.2337	0.017	-0.0129	-0.0184
O	-16.1854	-10.3227	18.6164	0.0265	0.0297	0.1087
O	4.5572	1.1444	16.2608	0.0446	-0.024	0.111
O	-27.4656	6.8962	24.3593	0.014	-0.0158	-0.0403
O	4.3332	-13.639	19.5737	0.0205	-0.0047	0.0044
O	11.5676	1.8301	24.8219	0.0058	0.0196	0.0041
O	-0.5601	-10.7267	26.4161	-0.0396	0.0193	-0.1041
O	3.9133	31.5182	17.3401	-0.0217	-0.0103	0.0713
O	5.8303	-9.1425	21.2589	0.0041	0.0285	-0.0267
O	-9.1848	-1.7761	16.0632	0.0233	-0.065	0.1053
O	-13.0967	-1.599	22.5839	-0.0248	-0.0205	-0.008
O	-18.4175	-2.8662	26.0916	0.0136	-0.0051	-0.0997
O	13.9239	-16.1576	25.1485	-0.0065	-0.0043	-0.043
O	19.7416	28.5763	21.7622	0.0085	-0.0204	-0.0143
O	12.3128	20.3562	27.1449	-0.0119	0.0199	-0.0569
O	13.5845	-8.0578	15.4973	0.0088	0.0026	0.0651
O	1.8148	14.7226	23.7059	0.0219	-0.0085	-0.023
O	2.1826	7.2283	20.8388	-0.0101	-0.0372	0.0127
O	-23.0063	-3.5358	24.1639	0.0145	0.0427	-0.0613
O	9.3522	-28.5456	16.11	-0.0041	0.0004	-0.0281
O	-1.0224	-18.73	20.2268	0.013	-0.0134	0.0377
O	33.5096	-20.7196	20.0988	-0.002	0.0012	-0.0089
O	8.0266	15.9451	20.0943	-0.0194	0.0168	0.02
O	-11.6476	4.9793	18.4344	0.0129	0.0133	0.0931
O	-5.8719	-15.613	26.7917	-0.036	0.0499	-0.0753
O	6.3409	-0.7936	16.3874	-0.0206	0.0333	0.1301
O	-13.341	7.3097	26.4134	0.0316	-0.059	-0.1248
O	-0.9682	3.6565	23.8985	-0.0019	0.0238	-0.0577
O	-18.4422	10.8324	24.5404	-0.0013	-0.0383	-0.0388
O	13.4116	-13.1138	23.0961	0.0096	-0.0343	-0.0224
O	-2.6904	3.1734	18.2827	-0.0196	-0.0056	0.0704
O	1.4341	14.8227	26.9146	-0.001	-0.0046	-0.0852
O	-3.5527	13.9166	23.3293	-0.025	-0.0046	-0.0539
O	-0.3937	-48.7499	26.0481	-0.0378	0.057	-0.115

Results
free energy: -113258.590 eV
free energy less fixed offsets of O -570.45, Si -639.56 eV per atom: -2.590 eV

The program warned: the cutoff lies below the one the program advises for these potential files; the forces do not sum to zero within the program's tolerance; empty levels may hold ghost states of the PAW files; the exchange-correlation potential is rough where the density is thin.
